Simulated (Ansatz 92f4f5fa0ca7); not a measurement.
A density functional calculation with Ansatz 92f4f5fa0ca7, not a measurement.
Periodic cell of 220 atoms, Si132O88, from a study of silicon, its oxide and their interface. The atomic structure is a simulated model.
This geometry differs little from another in the collection (a relaxation step or a small displacement).

Settings: functional r2SCAN; potential files Ansatz PAW; basis plane waves; wave-function cutoff 800 eV; density cutoff ratio 5; exchange-correlation grid ratio 1; k mesh 1 x 1 x 1, shifted by 0.5 0.5 0 of a step; self-consistency stop 1e-10 eV per atom in the density residual; occupations fixed; spin none; net charge 0.

Cell vectors (angstrom)
a  10.888  0  0
b  0  10.888  0
c  0  0  31.9804

Atoms: element, x, y, z (angstrom)
Si  0.629  -0.4258  0.0706
Si  2.8937  2.759  0.4007
Si  1.0482  5.1497  -0.1966
Si  2.3733  8.6806  0.1535
Si  4.9647  0.4802  0.1159
Si  7.7294  3.1468  -0.15
Si  5.5219  5.3595  0.1403
Si  8.3675  8.105  -0.0944
Si  1.3791  1.3381  1.473
Si  4.213  4.1539  1.6598
Si  1.5724  6.827  1.3796
Si  4.0056  9.6976  1.4584
Si  6.7768  1.4477  1.2332
Si  9.4016  3.9867  1.3049
Si  6.8469  6.9083  1.3027
Si  9.6866  9.5024  1.2607
Si  -0.0937  2.6897  2.7182
Si  2.7042  0.0578  2.9166
Si  0.0379  8.0888  2.7039
Si  2.8096  5.5287  2.8786
Si  5.5699  2.7127  2.8474
Si  8.209  0.0269  2.5501
Si  5.4584  8.2549  2.6682
Si  8.1892  5.497  2.6828
Si  1.3239  4.1009  4.0501
Si  4.1314  1.3969  4.1803
Si  1.3491  9.4822  4.1278
Si  4.1679  6.8983  4.1486
Si  6.8949  4.1218  4.1265
Si  9.4889  1.3292  4.0732
Si  6.843  9.5909  4.004
Si  9.5367  6.8055  4.0881
Si  -0.0324  -0.0236  5.4347
Si  2.6967  2.7553  5.4389
Si  -0.0046  5.4385  5.4555
Si  2.7461  8.1848  5.5014
Si  5.4827  -0.0059  5.4674
Si  8.1989  2.7194  5.4758
Si  5.4876  5.4675  5.4581
Si  8.1636  8.1954  5.3969
Si  1.3481  1.3496  6.779
Si  4.0671  4.1127  6.7794
Si  1.3644  6.795  6.8143
Si  4.1052  9.5399  6.8464
Si  6.8106  1.3718  6.8244
Si  9.5489  4.0721  6.8369
Si  6.8298  6.8267  6.7986
Si  9.503  9.5273  6.7916
Si  0.0047  2.6871  8.1742
Si  2.6996  0.0052  8.168
Si  -0.0211  8.1717  8.1368
Si  2.7181  5.4294  8.1693
Si  5.4021  2.7307  8.1378
Si  8.1499  -0.0247  8.1658
Si  5.4502  8.1403  8.1798
Si  8.1595  5.4458  8.1646
Si  1.3629  4.0551  9.5172
Si  4.0571  1.3699  9.5162
Si  1.3369  9.5048  9.5185
Si  4.079  6.7744  9.5299
Si  6.7553  4.0842  9.4997
Si  9.5147  1.316  9.5161
Si  6.7978  9.5017  9.5362
Si  9.5016  6.8375  9.5043
Si  -0.0432  -0.0578  10.9007
Si  2.7044  2.7033  10.9074
Si  -0.0145  5.4658  10.7941
Si  2.7045  8.1286  10.8627
Si  5.4031  -0.0334  10.8455
Si  8.0957  2.6689  10.8057
Si  5.4162  5.4212  10.9221
Si  8.1381  8.1493  10.9328
Si  1.3257  1.3094  12.2181
Si  4.058  4.0538  12.2915
Si  1.3444  6.7593  12.2106
Si  4.0582  9.4897  12.2107
Si  6.7583  1.2947  12.2055
Si  9.4449  4.1118  12.0321
Si  6.756  6.797  12.2996
Si  9.4908  9.4914  12.3252
Si  -1.6364  1.6951  14.7151
Si  2.6617  -0.0854  13.5775
Si  -0.0147  8.0782  13.6238
Si  2.6726  5.4027  13.6398
Si  5.384  2.614  13.5953
Si  8.0799  -0.0392  13.6657
Si  5.3813  8.1575  13.6701
Si  8.1199  5.3459  13.535
Si  1.0433  4.1559  14.8059
Si  4.2047  1.0388  14.9191
Si  1.5555  9.233  14.9453
Si  3.7745  7.017  14.9696
Si  6.9651  3.7685  14.861
Si  10.7782  2.7635  13.3451
Si  6.4755  9.7429  15.0477
Si  9.7608  6.392  14.8218
Si  2.7309  2.7639  17.0385
Si  14.0423  1.3385  27.9183
Si  -6.7688  7.2609  29.9951
Si  9.0283  -4.2581  17.7769
Si  9.4149  3.3929  29.2487
Si  21.5322  10.9039  16.8709
Si  12.6953  -7.9901  23.5147
Si  6.834  16.2422  19.2932
Si  4.9711  -5.8791  17.0165
Si  6.1739  3.3612  24.6472
Si  1.5264  -5.4374  21.6777
Si  -8.7062  -2.6988  22.3809
Si  3.1756  10.91  23.0758
Si  -14.2299  -3.3203  21.3138
Si  11.5692  12.8866  19.04
Si  14.5366  8.6485  24.8578
Si  -10.7599  -3.2199  27.2955
Si  9.9317  1.2007  21.4355
Si  14.4005  3.7157  26.0589
Si  0.632  -9.6789  29.3649
Si  -2.8824  -1.4712  17.7238
Si  -0.6984  6.3648  29.8888
Si  -11.352  1.3265  24.4308
Si  18.5187  10.5116  20.4729
Si  -4.5949  -1.3896  29.9722
Si  -2.6398  13.2651  26.4868
Si  6.1696  0.7928  22.7881
Si  18.1262  5.6723  23.5273
Si  -4.4733  -1.375  24.9107
Si  0.8931  -0.1567  26.765
Si  6.0763  -10.6141  27.4957
Si  13.8744  -4.234  27.1018
Si  -2.4548  3.9765  21.2188
Si  -2.1044  -3.3769  25.1277
Si  10.7249  15.7156  19.3435
Si  10.3236  7.3982  22.4353
O  -3.9778  7.0206  -9.2836
O  -12.2268  -6.0716  -11.5513
O  0.6524  -1.7354  -5.0327
O  -11.0227  -7.5316  -13.3308
O  4.578  27.8052  -1.0311
O  -1.9402  2.485  -10.5251
O  8.3516  13.6934  -1.6426
O  2.5883  3.4674  -7.2009
O  2.0719  3.9013  -0.492
O  3.7665  -6.9171  -14.8471
O  -1.5856  -0.825  -14.9389
O  12.1121  -5.79  -11.8624
O  9.0375  3.0583  -4.2743
O  3.9332  12.5823  -0.3441
O  13.854  -2.7137  -1.3074
O  -10.913  -5.6025  15.3137
O  -1.3965  5.0112  29.3251
O  10.2944  1.2134  15.8597
O  3.468  1.5376  16.2859
O  11.8095  20.8431  16.2689
O  4.4506  6.3711  16.3098
O  0.4073  1.6441  20.6181
O  11.075  16.8397  22.4711
O  13.5593  -2.7503  15.4593
O  6.1975  4.4036  16.1476
O  6.8442  -4.1852  20.1586
O  28.6095  -11.243  23.7198
O  10.4488  6.0583  18.3146
O  16.3123  5.2598  18.5353
O  19.9827  6.9426  16.1959
O  -14.2978  -18.3011  25.5844
O  8.134  2.7203  15.3684
O  9.7729  7.2963  26.3524
O  4.9411  13.979  25.6326
O  12.8699  -6.8442  22.3612
O  6.3744  -8.6574  23.5004
O  15.4979  0.5324  22.5964
O  7.3598  -0.5159  18.8668
O  17.6174  10.147  28.5631
O  9.2029  10.8845  20.6292
O  13.1648  12.2749  23.0638
O  -7.4074  8.0068  26.3286
O  -0.7863  0.6841  22.9633
O  18.0816  9.1135  21.1369
O  28.5684  0.7465  21.2836
O  5.7744  -0.5443  26.1375
O  7.7366  8.717  25.3765
O  -7.3257  -15.0892  28.5995
O  -3.9229  -1.7219  16.5
O  24.2984  28.5389  21.6193
O  0.1921  0.6795  18.2558
O  -1.7266  -3.471  21.3128
O  0.0833  -10.262  27.9377
O  -6.1809  0.9272  28.0726
O  3.0195  -8.046  27.319
O  -4.9448  4.7953  23.9136
O  7.1097  14.9617  20.2593
O  -10.1015  -4.9463  30.3876
O  7.9865  -4.7546  24.8741
O  -16.3626  -2.7104  29.6989
O  0.2747  2.7215  24.0248
O  1.5169  3.3014  16.1084
O  -2.3731  8.0355  18.4097
O  -1.6177  7.0194  31.0517
O  0.2642  0.1687  30.5461
O  12.2526  -4.2452  27.0819
O  5.2174  -2.371  24.437
O  -1.7166  1.6013  25.401
O  -1.2116  7.8365  23.8277
O  11.4918  -2.4244  22.1193
O  -8.6887  -8.5996  18.5004
O  10.8312  2.6586  29.572
O  -7.3567  -5.5934  26.3983
O  2.2581  1.3448  29.2769
O  2.8021  9.6697  22.0494
O  7.9538  5.4784  18.1232
O  -2.6977  4.7137  22.627
O  27.1241  10.8706  15.4129
O  0.4511  0.2881  25.2707
O  10.4784  4.5714  32.191
O  10.427  7.5228  28.7868
O  -3.7227  -9.496  27.1416
O  2.6375  7.817  23.8969
O  -7.6454  -0.6744  24.5521
O  -3.2879  9.0833  30.8179
O  5.4331  10.6307  30.7235
O  6.5697  4.2648  31.4771
O  2.4536  0.2341  26.9549

Results
free energy: -134624.584 eV
free energy less fixed offsets of O -570.45, Si -639.56 eV per atom: -3.064 eV

Forces (eV/angstrom), in the order of the atoms: element, x, y, z
Si  -0.0156  0.0285  -0.0869
Si  -0.004  0.001  -0.06
Si  -0.0113  0.009  -0.1125
Si  0.0209  -0.0187  -0.0658
Si  0.0066  -0.0172  -0.0927
Si  0.0211  -0.0038  -0.1118
Si  -0.0197  0.0121  -0.0775
Si  0.0039  -0.0016  -0.1036
Si  -0.0003  -0.0015  0.0042
Si  -0.0005  0.0003  0.0024
Si  -0.0023  -0.0025  0.003
Si  -0.0012  -0.0012  0.0068
Si  -0.0009  0.0029  0.0071
Si  0.0152  0.0088  -0.0233
Si  0.0022  -0.0011  0.0055
Si  -0.0003  -0.0007  0.0064
Si  0.004  -0.0004  -0.0004
Si  0.0011  0.0008  -0.0001
Si  0.0002  -0.0007  -0.0007
Si  -0.0029  0.0025  -0.0026
Si  0.0014  -0.005  0.0007
Si  0.0013  -0.0009  -0.0027
Si  -0.0013  -0.0013  -0.0011
Si  -0.0017  0.0062  0.0031
Si  0.0009  -0.0013  0.0003
Si  -0.0011  0.0009  0.0016
Si  -0.0025  -0.0018  -0.0007
Si  0.0004  0.0002  0
Si  -0.0009  -0.0003  -0.0004
Si  -0.0019  -0.0008  0.0008
Si  0  0  0.0014
Si  0  0.0004  0
Si  -0.0005  -0.0005  0.0002
Si  -0.0002  0.0002  0.0009
Si  -0.0018  -0.0004  0.0003
Si  -0.0006  -0.0001  0.0013
Si  0.0007  0.0001  -0.0001
Si  -0.0005  -0.0001  -0.0001
Si  0.0002  -0.0003  0
Si  -0.0012  -0.0009  0.0003
Si  -0.0009  0  0.0005
Si  -0.0007  0  0.0008
Si  -0.0005  -0.0001  0.0004
Si  -0.0006  -0.0006  0.0011
Si  -0.0008  -0.0003  0.0008
Si  -0.0005  0.0001  0.0003
Si  -0.0003  -0.0001  0.0005
Si  -0.0006  0  -0.0005
Si  -0.0015  -0.0005  0.0003
Si  -0.0004  -0.0003  0.0014
Si  -0.0007  -0.0006  0.0009
Si  -0.0012  0  0.0008
Si  0.0003  -0.0006  0.0006
Si  -0.001  0.0003  0.0008
Si  -0.001  -0.0002  0.0011
Si  -0.0008  -0.0003  0.0008
Si  -0.0014  -0.0004  0.0007
Si  -0.0003  -0.0006  0.001
Si  0  -0.0003  0.0008
Si  -0.0014  0  0.0008
Si  0.0004  -0.0004  0.0005
Si  -0.0011  0.0003  0.0003
Si  -0.0014  0  0.0009
Si  -0.0003  -0.0002  0.0003
Si  -0.0001  -0.0001  0.0006
Si  -0.0012  -0.0003  0.0002
Si  -0.0016  0.0005  -0.0002
Si  -0.0005  0.0004  0.0005
Si  -0.0001  -0.0003  -0.0003
Si  -0.0007  0  -0.0001
Si  -0.0003  -0.0002  0.0005
Si  -0.0003  -0.0008  0.0003
Si  0.0002  0.0008  -0.0016
Si  -0.0014  -0.0008  -0.0008
Si  -0.0009  -0.0004  0
Si  -0.0001  0.001  0.0001
Si  -0.0018  -0.0001  0.0013
Si  0.0011  -0.0005  0.0007
Si  0  0  -0.0013
Si  -0.0009  -0.0007  -0.0014
Si  -0.0219  0.0101  -0.0742
Si  -0.0014  0.0003  0.0037
Si  -0.0021  0.0014  0.0066
Si  0.0021  -0.0019  0.0067
Si  -0.0025  0.0016  0.0062
Si  0.0028  -0.0009  0.0055
Si  -0.0005  -0.0044  0.006
Si  -0.0026  0.0011  0.0068
Si  -0.008  0.0174  -0.0868
Si  0.0141  -0.011  -0.0814
Si  0.0173  -0.0162  -0.0814
Si  -0.0152  0.0173  -0.0808
Si  0.0156  -0.0178  -0.0843
Si  -0.0013  -0.0014  0.0014
Si  -0.0225  0.0196  -0.107
Si  0.019  -0.0157  -0.1083
Si  0.0201  -0.0079  -0.2044
Si  0.0256  0.0207  -0.2038
Si  -0.0066  -0.0132  -0.228
Si  -0.0027  0.0425  -0.2236
Si  0.0179  -0.0178  -0.2371
Si  0.0261  -0.0108  -0.206
Si  -0.0156  0.0192  -0.223
Si  -0.0444  -0.0054  -0.2478
Si  -0.0084  0.0086  -0.2131
Si  0.0078  0.013  -0.2197
Si  -0.0303  -0.0041  -0.2208
Si  -0.039  -0.0321  -0.1825
Si  0.0063  0.0087  -0.1804
Si  -0.0255  0.0004  -0.2397
Si  0.056  -0.0253  -0.2484
Si  -0.0209  0.0228  -0.2236
Si  -0.0138  0.0123  -0.245
Si  0.0153  0.0284  -0.2483
Si  0.0019  -0.0247  -0.2322
Si  0.0329  0.0179  -0.2358
Si  0.0044  -0.0184  -0.2485
Si  -0.0016  0.0262  -0.2148
Si  0.0067  0.0226  -0.2669
Si  0.0187  -0.0392  -0.2508
Si  0.005  0.0133  -0.2109
Si  -0.0207  -0.0104  -0.2659
Si  0.0229  -0.0068  -0.2315
Si  0.0363  0.0112  -0.2295
Si  0.0344  -0.0144  -0.2171
Si  0.0019  -0.0154  -0.2355
Si  -0.0088  0.0282  -0.2448
Si  -0.0012  0.0111  -0.2528
Si  0.0067  0.0124  -0.2304
Si  -0.0319  -0.0178  -0.2463
Si  -0.0217  -0.0006  -0.2244
Si  -0.0049  -0.0401  -0.2018
O  -0.0129  -0.0408  0.1353
O  -0.0413  -0.0199  0.1198
O  -0.0022  -0.0126  0.0758
O  -0.0113  0.0281  0.0867
O  0.0337  -0.0432  0.1009
O  0.0001  -0.0211  0.0769
O  -0.0526  -0.0058  0.1447
O  0.0697  0.0255  0.159
O  0.0161  -0.0108  0.0536
O  0.0006  0.0027  0.0647
O  -0.0402  -0.0202  0.0904
O  0.0474  0.0287  0.1465
O  0.0455  0.0425  0.1821
O  -0.005  0.0073  0.0486
O  -0.0441  0.0367  0.109
O  -0.0079  0.0036  0.0501
O  0.0099  0.0192  0.0793
O  0.0323  -0.0333  0.1025
O  -0.0384  0.037  0.1011
O  -0.0418  0.0389  0.0975
O  0.0297  -0.0431  0.0997
O  -0.0479  -0.0253  0.1589
O  -0.0109  0.0221  0.0745
O  -0.0015  -0.0011  0.0358
O  -0.0408  0.0339  0.1094
O  0.0246  0.0587  0.1425
O  -0.0061  -0.0488  0.1279
O  0.0332  -0.0456  0.1064
O  0.0586  0.0136  0.1408
O  -0.0237  0.0023  0.1654
O  0.0489  -0.0301  0.119
O  0.0011  0.0023  0.0417
O  0.08  0.0045  0.1512
O  -0.0441  0.0014  0.0974
O  0.0119  -0.0687  0.1221
O  -0.0074  0.0489  0.1131
O  -0.0152  -0.0054  0.0699
O  -0.0089  0.0415  0.1788
O  0.0084  -0.0597  0.1576
O  0.0158  0.0212  0.0921
O  -0.0038  0.0085  0.0673
O  -0.0193  -0.0622  0.1431
O  0.0212  0.0005  0.1866
O  -0.007  -0.0179  0.09
O  -0.0486  0.0306  0.1402
O  -0.0125  0.0542  0.1592
O  -0.001  0.0103  0.0755
O  0.0464  0.0242  0.193
O  0.0482  -0.0116  0.1479
O  0.009  0.0413  0.0777
O  0.0108  0.0567  0.1366
O  0.0447  0.0026  0.1048
O  -0.0084  0.0404  0.1489
O  -0.0074  -0.0047  0.0736
O  -0.0164  -0.0585  0.1053
O  -0.024  -0.0414  0.0898
O  0.0402  -0.0348  0.1209
O  0.0355  -0.023  0.1053
O  0.0285  0.0274  0.108
O  -0.0025  -0.0013  0.0734
O  -0.0133  -0.0181  0.0907
O  0.0283  -0.0349  0.1097
O  -0.0056  -0.006  0.0907
O  -0.043  0.0373  0.1011
O  -0.0014  -0.066  0.1552
O  -0.014  0.0011  0.078
O  -0.004  0.0059  0.0729
O  -0.0505  0.0236  0.1326
O  -0.0445  0.0123  0.1623
O  0.0152  0.0088  0.062
O  -0.0575  -0.0161  0.1263
O  -0.0044  0.0081  0.0751
O  -0.0126  0.0488  0.0881
O  -0.0492  0.0001  0.1152
O  0.0134  0.0175  0.0845
O  -0.0254  -0.021  0.1049
O  -0.0413  0.0433  0.1454
O  0.0063  -0.0058  0.0425
O  0.0357  -0.0463  0.1511
O  -0.0228  -0.0143  0.0561
O  -0.0311  -0.0464  0.165
O  -0.0186  -0.0276  0.0892
O  0.0447  0.0095  0.1386
O  0.0078  -0.0315  0.1069
O  0.0436  -0.0316  0.0961
O  -0.0319  0.039  0.1154
O  -0.0062  0.0033  0.046
O  0.0134  0.0239  0.0941

The program warned: the cutoff lies below the one the program advises for these potential files; the forces do not sum to zero within the program's tolerance; empty levels may hold ghost states of the PAW files; the exchange-correlation potential is rough where the density is thin.
